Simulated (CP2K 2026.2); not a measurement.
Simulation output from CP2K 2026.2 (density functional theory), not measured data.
Periodic cell of 504 atoms, Si360O144, from a study of silicon, its oxide and their interface. The atomic structure is a simulated model.
Doubt: the forces sum to 2.42 eV/angstrom along one axis rather than to zero, so they err by at least 0.0048 eV/angstrom per atom on average; the grid cutoff is modest.

Settings
functional: PBE
method: Gaussian and plane waves
basis set: DZVP-MOLOPT-SR-GTH
pseudopotentials: GTH-PBE
grid cutoff: 350 Ry, relative cutoff 50 Ry
k points: Gamma only
occupations: fixed
spin: none
net charge: 0

Cell vectors (angstrom)
a	16.32	0	0
b	0	16.32	0
c	2.3962	0.6375	33.7023

Atoms and the computed forces on them: element, x, y, z (angstrom), force x, y, z (eV/angstrom)
Si	1.609	14.661	0.202	-0.155	0.049	0.74
Si	4.194	1.174	0.1	-0.188	0.157	0.758
Si	1.232	4.422	0.095	0.08	-0.24	0.639
Si	4.275	6.771	0.123	-0.288	0.11	0.735
Si	1.098	9.748	0.17	0.182	-0.097	0.786
Si	3.812	12.474	0.162	0.183	-0.062	0.751
Si	8.92	16.002	33.577	0.205	-0.329	0.734
Si	9.882	1.009	0.053	-0.277	0.303	0.762
Si	8.721	5.012	33.599	0.352	-0.216	0.739
Si	11.55	7.621	33.614	0.254	-0.14	0.729
Si	6.995	9.258	0.107	-0.033	0.222	0.737
Si	12.212	12.648	33.66	-0.283	0.158	0.749
Si	12.084	15.05	0.191	0.271	-0.136	0.74
Si	14.635	1.588	0.137	0.295	-0.108	0.716
Si	12.596	3.994	0.167	-0.248	0.072	0.715
Si	15.325	6.616	0.169	-0.149	0.067	0.712
Si	14.48	10.404	33.5	0.19	-0.433	0.681
Si	15.13	11.851	0.127	-0.052	0.262	0.713
Si	2.718	16.287	1.448	0.003	0.004	-0.071
Si	5.367	2.773	1.336	-0.005	-0.029	-0.056
Si	2.726	5.573	1.443	0.025	0.007	-0.033
Si	5.474	8.185	1.501	0.017	-0.007	-0.048
Si	2.687	10.895	1.453	-0.01	0.016	-0.049
Si	5.493	13.676	1.252	0.014	0.037	-0.056
Si	8.149	16.339	1.293	0.006	0.002	-0.062
Si	10.912	2.752	1.287	0.019	-0.018	-0.078
Si	8.053	5.388	1.231	-0.034	0.012	-0.058
Si	10.903	8.112	1.089	-0.02	0.012	-0.055
Si	8.205	10.889	1.272	0.011	-0.005	-0.054
Si	10.847	13.535	1.419	0.013	-0.011	-0.04
Si	13.596	16.302	1.463	-0.002	-0.013	-0.062
Si	16.362	2.735	1.295	0.023	-0.011	-0.061
Si	13.731	5.498	1.485	0.008	0.012	-0.053
Si	16.358	8.182	1.539	-0.005	0.013	-0.079
Si	13.566	10.736	1.399	-0.027	-0.002	-0.042
Si	16.276	13.515	1.386	0.003	-0.019	-0.064
Si	1.341	1.37	2.712	0.002	0.012	0.015
Si	4.04	4.107	2.742	-0.013	0.003	0.023
Si	1.412	6.859	2.868	0.005	0.008	0.034
Si	4.08	9.552	2.777	-0.02	0.015	0.008
Si	1.312	12.217	2.815	-0.002	0.013	0.048
Si	4.144	14.955	2.743	-0.01	-0.033	0.037
Si	6.818	1.429	2.66	-0.019	-0.022	0.013
Si	9.48	4.077	2.606	0.007	0.012	-0.012
Si	6.811	6.737	2.751	0.023	-0.009	0.04
Si	9.584	9.48	2.596	0.014	-0.032	0.027
Si	6.826	12.267	2.616	-0.017	-0.001	-0.002
Si	9.451	14.93	2.703	0.007	0.037	0.007
Si	12.213	1.386	2.748	-0.002	0.014	0.037
Si	15.055	4.065	2.779	0.001	-0.019	0.022
Si	12.213	6.841	2.639	-0.006	0.032	0.002
Si	14.892	9.45	2.829	0.022	0.01	0.044
Si	12.257	12.19	2.732	0.011	0.005	0.011
Si	14.985	14.935	2.744	0.004	-0.015	0.022
Si	16.329	16.319	4.087	0.005	-0.006	0.002
Si	2.7	2.722	4.086	0.002	0.01	-0.001
Si	16.361	5.442	4.153	-0.01	-0.005	0
Si	2.765	8.206	4.184	-0.007	-0.009	0.016
Si	16.272	10.852	4.146	0.01	0.005	-0.01
Si	2.74	13.601	4.096	-0.015	0.004	-0.022
Si	5.481	16.357	4.058	0.004	0.011	-0.01
Si	8.172	2.744	4.045	-0.021	0.008	0.018
Si	5.432	5.422	4.112	0.004	0.012	-0.004
Si	8.211	8.147	4.019	0.007	0.008	-0.015
Si	5.474	10.932	4.047	0.016	0.013	0.001
Si	8.131	13.581	4.073	-0.005	-0.003	0.012
Si	10.837	16.312	4.052	-0.004	0.013	0.006
Si	13.618	2.724	4.091	-0.003	-0.016	-0.013
Si	10.854	5.447	3.979	-0.004	-0.014	-0.003
Si	13.526	8.113	4.136	-0.004	-0.005	0.012
Si	10.879	10.829	4.056	-0.013	-0.014	-0.025
Si	13.6	13.582	4.082	0	-0.013	0.004
Si	1.364	14.974	16.294	0.007	0.002	-0.009
Si	4.069	1.351	16.313	0.001	-0.004	-0.013
Si	1.336	4.08	16.348	0.002	-0.008	-0.01
Si	4.059	6.788	16.328	-0.01	-0.009	0
Si	1.359	9.515	16.337	-0.008	0.003	-0.001
Si	4.065	12.226	16.293	0.005	-0.013	-0.007
Si	6.795	14.971	16.319	0.012	0	0.001
Si	9.523	1.35	16.335	0.004	-0.004	-0.004
Si	6.8	4.076	16.309	0.006	0	-0.007
Si	9.547	6.789	16.287	-0.01	0.011	-0.017
Si	6.798	9.543	16.261	-0.003	0.009	-0.015
Si	9.494	12.25	16.272	-0.004	0	-0.012
Si	12.235	14.991	16.309	0.003	0	-0.004
Si	14.965	1.397	16.35	0.019	0.003	-0.007
Si	12.264	4.088	16.367	0.008	0.018	-0.003
Si	14.96	6.781	16.36	-0.005	-0.001	0
Si	12.261	9.497	16.298	-0.009	0.006	-0.014
Si	14.968	12.224	16.286	-0.003	-0.005	-0.016
Si	2.689	16.34	17.681	-0.001	-0.003	0.013
Si	5.445	2.699	17.659	-0.007	0.005	-0.012
Si	2.709	5.412	17.707	0.004	0.014	0.013
Si	5.414	8.221	17.607	0.011	-0.001	-0.006
Si	2.72	10.884	17.695	0.006	0.01	0.007
Si	5.423	13.583	17.632	-0.003	0.003	0.013
Si	8.152	16.323	17.709	-0.012	-0.005	-0.001
Si	10.895	2.705	17.689	-0.006	-0.005	0.015
Si	8.164	5.46	17.634	0.013	-0.013	0.006
Si	10.938	8.103	17.656	0.004	-0.009	-0.009
Si	8.171	10.864	17.633	-0.001	0.004	0.027
Si	10.812	13.65	17.612	-0.01	-0.006	-0.012
Si	13.601	16.349	17.679	-0.023	-0.005	0.013
Si	16.302	2.754	17.762	-0.002	0	-0.001
Si	13.63	5.426	17.779	0.004	-0.008	0.003
Si	16.318	8.156	17.701	0.018	0.006	0.021
Si	13.6	10.879	17.643	0.015	-0.006	0.014
Si	16.36	13.564	17.619	0.006	0.006	-0.01
Si	1.374	1.406	19.095	0.012	0.004	-0.03
Si	4.099	4.03	19.035	-0.024	0.007	-0.03
Si	1.363	6.791	19.07	-0.012	0.004	-0.03
Si	4.094	9.535	19.05	0.008	-0.003	-0.005
Si	1.357	12.238	19.058	-0.002	0.006	0.005
Si	4.019	14.909	18.979	-0.003	-0.013	-0.044
Si	6.766	1.35	19.059	0.001	-0.006	-0.006
Si	9.501	4.078	18.992	0.01	-0.003	-0.029
Si	6.801	6.895	18.911	0.018	0.007	-0.033
Si	9.574	9.477	18.943	-0.011	0.006	-0.041
Si	6.802	12.231	18.974	-0.008	-0.007	-0.03
Si	9.508	14.967	19.078	0.005	-0.011	-0.009
Si	12.255	1.369	19.096	-0.001	0.022	-0.029
Si	14.97	4.087	19.218	0.015	-0.011	0.006
Si	12.26	6.787	19.128	-0.008	0.017	-0.007
Si	14.948	9.536	19.043	0.007	-0.009	-0.035
Si	12.167	12.271	18.888	-0.011	-0.012	-0.032
Si	15.013	14.937	18.92	0	0.014	-0.026
Si	16.334	16.259	20.338	0.014	-0.008	0.049
Si	2.795	2.703	20.515	-0.007	-0.038	0.044
Si	16.365	5.481	20.556	0.013	0.024	0.064
Si	2.749	8.168	20.404	-0.021	-0.008	0.052
Si	16.312	10.903	20.419	-0.014	-0.027	0.035
Si	2.7	13.583	20.441	0.03	-0.004	0.056
Si	5.375	16.242	20.324	0.011	-0.016	0.06
Si	8.103	2.77	20.376	0.019	0.003	0.037
Si	5.443	5.545	20.217	-0.03	0.006	0.033
Si	8.204	8.16	20.305	0.004	0.004	0.042
Si	5.474	10.89	20.387	0.014	0.019	0.061
Si	8.133	13.568	20.383	-0.008	-0.004	0.055
Si	10.862	16.331	20.453	-0.009	0.005	0.048
Si	13.6	2.686	20.578	-0.025	-0.019	0.065
Si	10.88	5.363	20.415	-0.009	-0.03	0.084
Si	13.603	8.205	20.472	0.003	0.009	0.08
Si	10.891	10.879	20.268	-0.012	0.011	0.056
Si	13.549	13.627	20.165	0	0.014	0.04
Si	17.846	15.152	21.764	-0.105	-0.211	-0.727
Si	3.861	0.966	21.763	0.048	0.242	-0.681
Si	1.758	4.389	21.793	-0.21	-0.097	-0.743
Si	3.983	6.627	21.698	0.084	0.27	-0.741
Si	17.507	9.332	21.707	0.136	0.166	-0.774
Si	4.305	12.437	21.727	-0.15	-0.211	-0.783
Si	6.484	14.67	21.644	0.201	0.063	-0.793
Si	9.633	1.608	21.693	-0.046	-0.203	-0.745
Si	6.958	4.455	21.561	0.007	-0.177	-0.659
Si	9.275	6.542	21.627	0.119	0.117	-0.703
Si	7.12	9.754	21.623	-0.202	-0.102	-0.799
Si	9.323	11.958	21.606	0.071	0.217	-0.746
Si	12.52	15.13	21.63	-0.248	-0.018	-0.738
Si	14.784	0.975	21.726	0.021	0.251	-0.692
Si	11.908	3.769	21.851	0.217	0.183	-0.779
Si	15.232	7.162	21.812	-0.109	-0.252	-0.774
Si	12.457	9.876	21.691	-0.086	-0.226	-0.736
Si	14.634	12.113	21.53	0.239	-0.026	-0.727
Si	4.527	1.614	24.698	0.087	-0.074	-0.039
Si	4.401	13.728	29.581	0.006	0.01	-0.05
Si	2.061	3.489	27.225	0.021	0.088	0.039
Si	9.999	7.039	24.577	-0.014	0.003	-0.099
Si	11.828	6.431	30.657	0.003	0.015	0.237
Si	10.661	13.82	23.666	0.004	-0.085	-0.134
Si	4.595	4.122	28.884	0.018	0.062	0.002
Si	16.118	13.56	23.865	0.063	0.05	-0.13
Si	10.63	11.294	28.543	-0.102	0.053	0.137
Si	7.113	14.757	28.79	0.091	-0.074	-0.003
Si	6.07	4.024	24.44	-0.005	0.121	-0.056
Si	17.329	8.038	30.941	0.073	-0.003	0.029
Si	14.244	13.94	26.261	0.047	-0.046	-0.118
Si	4.971	8.738	31.602	-0.004	0.038	0.037
Si	11.046	2.342	26.228	0.068	0.077	-0.039
Si	8.065	11.792	31.81	0.052	0.042	0.108
Si	12.224	4.803	24.837	-0.109	-0.005	-0.234
Si	3.102	10.534	23.915	0.018	0.039	-0.166
Si	14.64	1.039	29.031	-0.008	-0.03	0.061
Si	2.531	9.225	28.8	-0.011	0.047	0.068
Si	9.22	4.614	30.502	-0.09	0.123	0.073
Si	7.428	5.14	28.089	0.106	-0.017	0.122
Si	5.408	8.403	23.875	-0.033	-0.106	-0.164
Si	16.134	14.17	31.716	0.014	-0.082	0.132
Si	12.873	2.225	30.973	-0.105	-0.118	0.11
Si	3.268	6.805	29.903	-0.016	0.092	-0.023
Si	7.014	6.712	25.721	0.05	-0.008	-0.014
Si	12.461	8.803	28.917	0.134	0.056	0.015
Si	10.633	13.087	31.062	-0.007	-0.083	0.045
Si	6.938	16.722	26.327	-0.06	0.025	-0.05
Si	8.358	15.994	23.698	-0.065	-0.009	-0.088
Si	14.37	4.871	31.057	-0.047	0.053	0.071
Si	15.899	14.475	28.815	-0.039	0.1	-0.03
Si	9.617	15.696	30.463	-0.118	0.039	0.155
Si	7.675	11.711	28.705	0	0.004	-0.03
Si	8.268	2.944	26.139	-0.048	0.09	0.13
Si	17.065	4.106	24.704	-0.004	-0.052	-0.08
Si	2.569	15.556	31.26	0.193	0.003	-0.03
Si	14.159	8.636	26.421	-0.059	-0.023	0.031
Si	17.77	12.058	25.776	-0.029	-0.137	0.025
Si	16.303	10.383	27.832	0.028	-0.078	0.146
Si	16.521	3.605	29.412	-0.095	-0.121	0.077
Si	11.763	12.34	25.993	0.043	-0.092	-0.051
Si	15.025	9.667	30.431	0.029	0.051	0.138
Si	11.729	9.487	24.701	-0.018	-0.005	-0.126
Si	2.374	14.357	27.425	-0.021	-0.062	0.075
Si	14.888	6.299	24.756	-0.061	-0.025	-0.184
Si	1.913	0.779	26.112	-0.035	-0.062	-0.035
Si	4.709	3.185	31.752	0.058	0.152	0.034
Si	10.521	2.191	29.333	0.005	-0.043	0.101
Si	5.038	10.775	29.26	-0.031	-0.105	-0.035
Si	15.719	1.418	24.671	0.093	0.001	-0.064
Si	13.246	16.786	26.321	0.124	0.031	0.094
Si	18.357	1.899	31.237	-0.1	0.016	-0.066
Si	1.382	14.972	5.445	-0.004	0.007	0.004
Si	4.093	1.368	5.423	0	0.002	0.011
Si	1.38	4.071	5.489	0.013	-0.001	0.014
Si	4.111	6.801	5.486	0.003	-0.01	0.011
Si	1.349	9.53	5.498	-0.008	0.008	0.015
Si	4.1	12.247	5.447	-0.011	-0.013	0.001
Si	6.802	14.972	5.432	-0.006	-0.002	0.008
Si	9.506	1.364	5.416	0.002	-0.007	0.019
Si	6.81	4.071	5.44	-0.008	-0.011	0.016
Si	9.536	6.793	5.407	0.008	-0.001	0
Si	6.836	9.525	5.379	-0.011	-0.01	-0.004
Si	9.516	12.212	5.405	0.01	0.009	0.005
Si	12.218	14.954	5.409	0.002	0.004	0.009
Si	14.954	1.346	5.447	0.019	0.002	0.008
Si	12.224	4.102	5.39	-0.014	0.011	0.009
Si	14.938	6.776	5.467	-0.01	0.005	0.013
Si	12.214	9.513	5.475	0.003	0	0.011
Si	14.941	12.244	5.477	-0.004	0.001	0.01
Si	2.736	16.333	6.801	-0.005	-0.009	0.002
Si	5.448	2.716	6.798	0.008	0.007	0.002
Si	2.739	5.438	6.832	0.003	0.005	0.004
Si	5.485	8.18	6.791	-0.005	-0.007	-0.002
Si	2.732	10.895	6.818	-0.002	0.003	-0.001
Si	5.443	13.618	6.803	-0.007	0.013	-0.004
Si	8.163	16.325	6.793	-0.005	0.001	0.004
Si	10.877	2.729	6.765	-0.001	-0.007	-0.006
Si	8.172	5.444	6.782	-0.005	0.002	0.002
Si	10.865	8.141	6.813	0.013	0.01	0.002
Si	8.164	10.87	6.785	0.004	0.002	-0.008
Si	10.871	13.585	6.771	0	-0.005	0.003
Si	13.584	16.305	6.787	-0.003	0.002	0.001
Si	16.316	2.705	6.813	-0.002	-0.001	0
Si	13.574	5.423	6.808	0.008	0	-0.004
Si	16.302	8.15	6.822	0.004	-0.002	-0.005
Si	13.583	10.878	6.822	-0.006	0.005	0.003
Si	16.326	13.612	6.803	0.004	-0.006	-0.007
Si	1.366	1.358	8.168	0.001	0.005	-0.003
Si	4.099	4.074	8.174	0.005	0.002	0
Si	1.358	6.794	8.17	-0.013	-0.015	-0.001
Si	4.098	9.519	8.154	0	-0.001	-0.007
Si	1.363	12.253	8.167	0.003	0.008	-0.001
Si	4.081	14.968	8.167	0.004	0.002	0.004
Si	6.802	1.358	8.159	-0.017	-0.011	-0.006
Si	9.523	4.08	8.145	0.002	0.011	-0.01
Si	6.821	6.804	8.156	0.006	0.01	0.001
Si	9.511	9.513	8.163	0.003	-0.01	-0.002
Si	6.806	12.24	8.144	-0.005	-0.005	-0.007
Si	9.524	14.955	8.14	0.002	0.001	-0.011
Si	12.232	1.364	8.136	0.003	-0.002	0.003
Si	14.947	4.067	8.16	-0.006	-0.008	0
Si	12.234	6.795	8.171	-0.006	0.004	-0.003
Si	14.951	9.521	8.175	0.001	0.006	-0.008
Si	12.224	12.245	8.164	0.007	-0.004	-0.005
Si	14.953	14.962	8.158	0.01	-0.003	-0.005
Si	16.316	16.32	9.52	0	-0.001	0.002
Si	2.724	2.721	9.526	0.003	0.004	-0.001
Si	16.314	5.43	9.516	-0.003	0.006	-0.001
Si	2.729	8.16	9.513	0.005	0.002	-0.002
Si	16.32	10.886	9.521	0.002	-0.007	-0.007
Si	2.717	13.611	9.526	-0.01	0.001	-0.003
Si	5.441	16.327	9.521	0.006	0.002	0.001
Si	8.163	2.723	9.512	-0.004	-0.005	-0.007
Si	5.456	5.444	9.521	-0.003	-0.001	-0.003
Si	8.163	8.157	9.532	-0.002	0.002	0.001
Si	5.447	10.884	9.514	-0.007	0.004	-0.002
Si	8.165	13.6	9.505	0.006	0.009	-0.002
Si	10.879	16.32	9.502	-0.003	-0.008	-0.005
Si	13.591	2.708	9.515	0.005	0.001	-0.001
Si	10.874	5.433	9.522	0.007	-0.001	-0.002
Si	13.594	8.157	9.527	0.007	-0.004	-0.003
Si	10.874	10.876	9.519	-0.004	0.002	-0.002
Si	13.595	13.602	9.52	-0.006	-0.007	-0.001
Si	1.353	14.964	10.886	0.008	-0.005	0.002
Si	4.081	1.363	10.887	-0.001	-0.01	0.003
Si	1.357	4.079	10.88	-0.005	-0.002	0.001
Si	4.082	6.796	10.878	0.003	-0.007	-0.002
Si	1.364	9.52	10.87	0	0.002	0.004
Si	4.079	12.239	10.869	0.001	0.007	-0.001
Si	6.806	14.964	10.864	-0.015	-0.006	-0.001
Si	9.523	1.359	10.868	0.004	-0.004	0
Si	6.807	4.08	10.884	0.004	0.01	-0.001
Si	9.522	6.793	10.888	-0.001	0.005	0.002
Si	6.798	9.52	10.881	0.004	-0.003	0
Si	9.518	12.243	10.873	-0.002	-0.011	-0.004
Si	12.237	14.968	10.876	0.009	0.013	0.001
Si	14.956	1.36	10.88	-0.004	0.001	0.004
Si	12.239	4.074	10.874	-0.005	0.001	0
Si	14.96	6.793	10.874	0.002	0.002	-0.002
Si	12.238	9.52	10.883	0.002	0.003	-0.003
Si	14.956	12.242	10.882	0.002	-0.001	0.003
Si	2.715	16.326	12.243	-0.002	0.003	0.009
Si	5.438	2.725	12.246	-0.002	0.002	0
Si	2.716	5.439	12.242	-0.003	0.007	0.001
Si	5.439	8.155	12.238	-0.009	0.007	0
Si	2.719	10.879	12.231	0.004	0.002	0.006
Si	5.437	13.61	12.212	0.009	-0.002	-0.002
Si	8.16	16.325	12.228	-0.001	-0.002	-0.001
Si	10.882	2.716	12.233	0.005	0.004	0
Si	8.166	5.432	12.252	0.004	0	0.002
Si	10.885	8.155	12.242	0.003	-0.003	0.005
Si	8.16	10.884	12.232	-0.005	0.007	0.007
Si	10.88	13.601	12.234	-0.006	-0.005	-0.002
Si	13.594	16.328	12.243	0.005	-0.009	0.006
Si	16.316	2.722	12.24	0.001	-0.004	0.005
Si	13.603	5.433	12.23	0.004	0	0.001
Si	16.325	8.152	12.226	0	-0.006	0
Si	13.602	10.876	12.245	0	-0.005	0.002
Si	16.312	13.605	12.245	0.002	0.005	0.004
Si	1.352	1.365	13.604	0.005	-0.002	0.01
Si	4.068	4.079	13.608	-0.006	0.003	0.005
Si	1.351	6.796	13.603	-0.002	0.006	0.003
Si	4.068	9.508	13.591	0.009	0.001	0.006
Si	1.359	12.24	13.591	-0.002	-0.003	0.007
Si	4.087	14.962	13.585	0.006	-0.015	-0.003
Si	6.804	1.363	13.597	0.002	-0.008	0.007
Si	9.532	4.068	13.606	0.011	-0.003	0.004
Si	6.798	6.794	13.601	0.007	-0.004	0.001
Si	9.524	9.523	13.588	-0.011	0.003	0.002
Si	6.787	12.253	13.569	-0.02	0.012	-0.008
Si	9.518	14.966	13.587	0.002	-0.002	0.003
Si	12.244	1.377	13.608	-0.003	0.002	0.001
Si	14.96	4.085	13.601	-0.004	0.007	0.005
Si	12.251	6.789	13.594	0.001	-0.002	0.006
Si	14.969	9.502	13.591	0.012	-0.006	-0.001
Si	12.241	12.242	13.599	0.01	0	0.004
Si	14.952	14.972	13.605	-0.008	0.007	0.005
Si	16.304	16.34	14.97	-0.006	-0.003	-0.006
Si	2.701	2.723	14.975	-0.007	-0.003	0
Si	16.313	5.438	14.973	-0.003	0.001	0.001
Si	2.708	8.152	14.965	0.003	0.002	0.001
Si	16.331	10.862	14.945	0.005	0.002	0.001
Si	2.723	13.608	14.94	0.002	0.006	0.002
Si	5.438	16.324	14.951	0	0	0
Si	8.168	2.712	14.966	0.003	0.005	-0.003
Si	5.43	5.439	14.963	0.001	0.001	0
Si	8.171	8.158	14.943	0.003	0.003	0.002
Si	5.429	10.891	14.917	0.005	0.001	-0.006
Si	8.137	13.613	14.931	-0.006	-0.008	0
Si	10.874	16.332	14.946	0.001	-0.007	0.002
Si	13.607	2.74	14.976	-0.002	-0.001	0.005
Si	10.909	5.421	14.959	0	-0.003	0.003
Si	13.619	8.133	14.957	0.008	-0.003	0.004
Si	10.885	10.874	14.955	-0.004	-0.003	-0.002
Si	13.595	13.608	14.962	0.005	0.003	0
O	9.584	14.984	23.546	-0.005	0.037	-0.368
O	8.008	16.196	25.242	0.282	-0.1	0.396
O	15.061	10.145	31.984	0.202	-0.057	-0.192
O	4.701	1.326	23.114	0.463	-0.034	-0.078
O	13.642	16.199	22.166	0.018	0.102	0.435
O	6.107	7.968	25.266	0.135	0.251	0.557
O	8.588	10.44	32.502	-0.091	-0.228	-0.478
O	8.808	1.041	22.975	-0.362	0.207	0.481
O	15.76	10.658	29.348	0.206	0.649	-0.06
O	9.938	7.173	22.967	0.44	0.168	0.049
O	8.231	10.849	22.116	-0.147	0.177	0.43
O	3.361	15.994	32.593	-0.184	0.511	-0.208
O	3.243	7.784	28.606	0.017	-0.355	-0.538
O	6.752	12.357	32.533	-0.399	-0.261	-0.15
O	17.327	1.494	32.412	-0.116	-0.572	-0.304
O	6.019	4.072	22.834	-0.212	-0.006	-0.146
O	3.334	14.317	30.616	-0.063	-0.217	0.253
O	7.693	6.245	33.331	0.111	-0.005	-0.127
O	17.146	14.576	23.132	-0.031	0.018	0.467
O	17.594	3.778	23.218	0.035	-0.543	0.116
O	4.486	4.631	32.458	0.415	0.199	-0.142
O	9.234	12.906	31.872	-0.055	0.592	0.122
O	2.461	6.117	33.343	-0.095	0.021	-0.248
O	15.114	7.499	25.807	0.354	0.007	0.2
O	2.388	11.469	33.341	-0.11	0.044	-0.297
O	9.667	2.545	25.441	-0.104	-0.271	-0.48
O	6.568	9.066	22.978	0.2	0.003	0.457
O	2.138	13.466	26.111	0.142	0.299	-0.388
O	10.08	12.503	22.938	-0.003	-0.232	0.231
O	17.392	15.144	31.606	-0.279	0.107	-0.084
O	16.655	12.862	32.498	0.004	-0.403	-0.54
O	18.052	6.672	30.439	-0.192	-0.4	0.211
O	11.85	1.978	32.21	-0.537	-0.013	-0.251
O	10.571	14.421	30.158	0.293	0.078	-0.292
O	8.113	5.486	22.118	0.049	0.154	0.334
O	11.778	0.955	25.874	-0.194	-0.439	-0.108
O	4.742	7.179	23.038	0.12	-0.297	0.294
O	11.762	13.233	32.202	0.172	0.37	-0.209
O	17.211	8.058	32.548	-0.474	0.446	0.059
O	13.261	8.146	27.674	0.002	-0.349	-0.155
O	3.565	3.498	27.818	0.383	-0.226	-0.172
O	11.383	10.934	25.306	-0.155	0.02	-0.247
O	13.349	11.551	33.274	-0.155	0.034	-0.348
O	10.764	2.66	22.233	-0.045	-0.164	0.191
O	13.231	15.185	26.363	-0.369	-0.085	-0.101
O	9.495	15.739	32.08	0.368	-0.112	-0.121
O	14.55	6.742	23.232	-0.269	-0.15	0.226
O	5.105	14.21	33.361	-0.14	0.207	-0.543
O	5.4	13.565	22.182	0.06	0.185	0.628
O	5.433	9.647	30.352	0.44	0.07	0.014
O	9.061	11.088	28.152	-0.112	-0.552	-0.167
O	10.618	8.411	25.172	-0.067	0.028	0.686
O	5.527	0.711	25.596	-0.155	-0.2	0.169
O	4.18	7.444	31.071	-0.085	-0.146	0.255
O	3.003	1.302	25.06	-0.241	0.197	-0.283
O	16.875	16.779	25.291	-0.179	-0.339	-0.218
O	13.496	9.462	29.974	-0.174	0.296	0.261
O	16.383	8.256	22.208	-0.168	-0.201	0.315
O	4.264	9.472	24.189	0.059	-0.018	0.561
O	13.625	1.071	27.772	-0.316	0.178	0.026
O	10.472	8.802	33.248	-0.154	-0.068	-0.198
O	9.35	3.119	29.917	-0.398	-0.339	0.243
O	2.888	5.513	22.186	-0.065	0.052	0.529
O	2.657	16.256	22.213	0.105	-0.125	0.237
O	11.279	12.365	27.529	0.196	0.389	0.238
O	10.316	0.687	29.861	0.14	-0.104	-0.247
O	15.531	2.387	29.024	-0.122	0.057	-0.095
O	3.687	11.807	23.099	-0.142	0.427	0.128
O	2.446	0.589	30.367	-0.119	-0.101	-0.627
O	3.737	13.841	28.113	0.22	-0.067	-0.479
O	12.018	14.309	22.944	0.195	-0.318	0.258
O	4.733	12.2	29.962	0.096	0.048	0.309
O	10.964	5.805	24.979	-0.167	0.01	0.468
O	10.821	11.824	30.067	0.145	-0.388	0.249
O	7.055	15.382	22.983	-0.043	0.296	0.485
O	12.398	4.358	23.286	0.186	0.03	-0.021
O	11.421	9.904	28.377	-0.018	-0.239	-0.498
O	13.2	9.099	25.22	0.219	-0.014	-0.353
O	16.275	5.496	24.726	0.424	0.195	0.317
O	15.589	13.789	30.248	-0.423	-0.464	0.009
O	13.419	16.839	33.459	0.101	0.14	-0.477
O	7.639	13.289	28.335	0.008	0.018	-0.182
O	11.93	6.923	32.194	0.137	-0.301	0.003
O	7.389	3.203	24.824	0.147	-0.441	-0.18
O	8.374	4.233	27.12	0.64	0.303	-0.03
O	8.917	4.446	32.082	-0.075	-0.528	-0.069
O	17.275	4.246	28.136	-0.076	0.661	-0.112
O	16.021	3.441	33.428	0.022	-0.003	-0.155
O	6.21	8.197	32.477	0.407	-0.101	-0.34
O	6.299	10.971	28.234	-0.039	-0.095	-0.425
O	15.83	8.247	30.362	-0.124	-0.671	-0.17
O	12.026	3.562	25.849	0.45	-0.101	0.337
O	18.28	9.247	30.348	0.26	0.459	0.483
O	11.745	9.464	23.088	-0.167	-0.489	-0.002
O	15.325	14.245	25.094	-0.165	0.433	0.186
O	13.229	5.709	30.299	0.047	-0.017	-0.652
O	6.174	5.455	25.144	-0.301	0.063	0.058
O	5.989	4.42	28.16	0.008	0.026	-0.111
O	6.773	15.623	27.48	-0.066	0.067	-0.155
O	15.638	1.363	23.06	0.588	0.276	0.13
O	10.556	2.276	27.748	-0.207	0.145	-0.112
O	17.465	14.277	28.47	0.138	0.001	0.227
O	15.095	9.836	26.933	-0.181	0.544	-0.068
O	3.651	10.354	28.523	-0.181	0.263	-0.41
O	13.612	5.475	25.287	0.024	0.159	0.31
O	17.932	1.939	27.186	-0.474	-0.045	0.664
O	5.946	2.431	32.441	0.265	-0.149	-0.272
O	8.505	6.802	25.115	-0.006	-0.199	-0.174
O	7.728	0.758	33.309	-0.069	0.033	-0.29
O	7.572	1.744	26.982	-0.01	0.084	0.55
O	11.609	7.671	29.666	-0.315	0.222	-0.152
O	4.79	3.192	24.952	-0.416	0.29	0.103
O	8.083	5.327	29.567	-0.376	0.301	0.27
O	14.983	13.782	27.688	-0.185	-0.361	0.114
O	16.029	2.937	25.118	-0.222	0.169	0.144
O	10.597	5.436	30.409	0.028	-0.151	-0.217
O	11.951	2.774	29.784	0.335	0.453	-0.508
O	13.363	12.621	25.938	0.327	-0.316	-0.061
O	17.731	3.058	30.336	0.154	0.161	0.172
O	14.29	0.987	25.228	-0.206	0.032	-0.346
O	1.904	9.887	23.053	-0.261	-0.169	0.482
O	5.756	14.594	29.647	0.105	0.223	0.679
O	15.059	13.033	22.792	-0.297	0.006	0.322
O	14.992	14.937	32.546	-0.327	-0.057	-0.198
O	2.551	10.956	25.373	0.407	-0.48	0.379
O	16.886	11.684	27.077	-0.144	0.308	0.259
O	17.557	9.353	27.853	-0.12	-0.275	-0.565
O	2.524	15.862	26.91	0.237	0.209	0.271
O	4.948	3.199	30.162	0.337	-0.319	-0.009
O	8.191	15.488	29.738	-0.226	0.33	0.129
O	3.879	5.418	29.476	-0.085	-0.186	0.33
O	15.685	4.777	30.136	0.142	0.458	-0.22
O	4.044	9.638	32.552	-0.336	-0.136	-0.151
O	7.691	11.497	30.296	-0.299	-0.225	-0.047
O	14.663	5.51	32.518	-0.13	0.65	-0.05
O	13.574	11.004	22.096	-0.074	0.036	0.554
O	15.59	16.063	28.915	0.189	0.165	-0.089
O	1.979	4.147	25.75	0.675	0.268	-0.271
O	13.756	0.986	30.401	-0.051	-0.423	0.203
O	10.967	13.495	25.203	-0.16	0.166	0.169
O	16.881	12.263	24.445	-0.178	-0.335	-0.227
O	7.184	6.563	27.333	0.116	0.446	0.277
O	3.331	2.418	32.029	-0.178	-0.319	0.5
O	13.896	3.373	31.415	0.003	0.003	0.342

Results
total energy: -101657.530 eV
total energy less fixed offsets of O -438.35, Si -107.03 eV per atom: -4.330 eV
